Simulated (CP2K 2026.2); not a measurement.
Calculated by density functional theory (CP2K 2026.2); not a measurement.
Periodic cell of 504 atoms, Si360O144, from a study of silicon, its oxide and their interface. The atomic structure is a simulated model.
Doubt: the forces sum to 1.27 eV/angstrom along one axis rather than to zero, so they err by at least 0.0025 eV/angstrom per atom on average; the grid cutoff is modest.

Settings: functional PBE; method Gaussian and plane waves; basis set DZVP-MOLOPT-SR-GTH; pseudopotentials GTH-PBE; grid cutoff 350 Ry, relative cutoff 50 Ry; k points Gamma only; occupations fixed; spin none; net charge 0.

Cell vectors (angstrom)
a 16.32 0 0
b 0 16.32 0
c 0.9177 0.8328 33.886

Atoms and the computed forces on them: element, x, y, z (angstrom), force x, y, z (eV/angstrom)
Si 1.992 16.171 33.771 0.177 -0.206 0.751
Si 3.835 1.681 0.153 0.063 -0.124 0.71
Si 1.644 3.91 0.147 -0.195 0.073 0.728
Si 3.892 6.864 0.125 0.287 -0.059 0.713
Si 2.465 9.809 33.812 -0.115 0.4 0.67
Si 5.315 12.76 33.793 -0.183 0.142 0.751
Si 7.176 14.723 0.05 -0.235 0.026 0.727
Si 9.19 1.482 0.234 0.237 0.063 0.68
Si 7.049 3.734 0.125 -0.098 0.235 0.765
Si 9.789 6.532 0.088 -0.202 0.081 0.766
Si 6.643 9.721 0.014 0.107 -0.216 0.767
Si 10.269 13.268 33.874 0.216 -0.137 0.688
Si 12.499 14.89 0.136 -0.274 0.079 0.753
Si 15.181 1.268 0.028 -0.161 0.173 0.745
Si 12.052 4.399 0.121 0.039 -0.232 0.763
Si 14.619 7.048 0.304 0.057 -0.008 0.785
Si 12.446 9.249 0.073 -0.087 0.205 0.72
Si 15.565 13.397 33.742 0.323 -0.318 0.717
Si 2.664 0.034 1.321 -0.025 0.009 -0.069
Si 5.446 2.709 1.486 0.017 0.006 -0.053
Si 2.743 5.42 1.528 0.003 -0.001 -0.025
Si 5.479 8.126 1.307 -0.003 0.012 -0.046
Si 2.685 10.782 1.091 0.008 -0.021 -0.074
Si 5.471 13.574 1.239 0.015 -0.031 -0.063
Si 8.101 16.267 1.567 -0.003 0.001 -0.053
Si 10.892 2.712 1.318 -0.016 0.024 -0.062
Si 8.193 5.377 1.368 0.017 -0.012 -0.066
Si 10.887 8.126 1.415 0.019 -0.024 -0.054
Si 8.182 10.897 1.337 -0.013 0.015 -0.042
Si 10.896 13.63 1.319 0.007 0.015 -0.027
Si 13.668 0.096 1.413 0.033 0.006 -0.032
Si 16.341 2.766 1.396 0.008 -0.005 -0.034
Si 13.491 5.492 1.59 -0.033 -0.003 -0.05
Si 16.313 8.137 1.472 0.006 0.003 -0.044
Si 13.61 10.923 1.255 0.01 0.008 -0.045
Si 16.341 13.621 1.144 -0.008 0.025 -0.088
Si 1.354 1.371 2.762 0 0.009 0.03
Si 4.135 4.094 2.843 0.005 -0.012 0.039
Si 1.323 6.759 2.823 -0.007 0 0.015
Si 4.046 9.499 2.613 0.005 0.012 0.029
Si 1.376 12.212 2.501 0.012 -0.003 -0.009
Si 4.072 14.94 2.598 0.023 0.013 -0.007
Si 6.717 1.298 2.855 -0.001 0.029 0.04
Si 9.542 4.041 2.756 0.001 0.001 0.04
Si 6.829 6.78 2.686 -0.001 -0.011 0.001
Si 9.515 9.523 2.699 0.005 0.007 0.005
Si 6.805 12.255 2.695 -0.012 -0.01 0.036
Si 9.578 14.944 2.78 0.005 -0.017 0.022
Si 12.25 1.401 2.728 -0.027 0.009 0
Si 14.953 4.089 2.764 0.007 0.005 0.008
Si 12.167 6.846 2.908 -0.007 0.009 0.053
Si 14.978 9.616 2.704 -0.042 -0.009 0.018
Si 12.235 12.232 2.669 -0.003 -0.012 0.021
Si 15.024 14.949 2.662 0.015 -0.011 0.039
Si 16.331 16.296 4.087 0.003 0.004 -0.014
Si 2.728 2.711 4.126 -0.01 -0.013 -0.012
Si 16.292 5.417 4.158 0.012 -0.004 0.025
Si 2.728 8.173 4.066 0.011 0.001 -0.013
Si 16.361 10.948 4.02 0.007 0.005 0.008
Si 2.714 13.561 3.944 -0.018 -0.003 0.01
Si 5.352 16.246 4.116 -0.011 -0.003 0.02
Si 8.157 2.692 4.113 0.008 0.004 -0.026
Si 5.492 5.476 4.13 -0.005 -0.006 0.002
Si 8.159 8.157 4.059 0.007 -0.01 -0.008
Si 5.412 10.867 4.007 -0.004 0.007 -0.02
Si 8.17 13.583 4.087 -0.022 0.006 -0.006
Si 10.92 16.334 4.1 0.002 -0.004 0.012
Si 13.599 2.727 4.112 -0.001 0.006 -0.004
Si 10.829 5.42 4.178 0.005 -0.016 -0.008
Si 13.621 8.236 4.106 0.009 -0.016 -0.011
Si 10.885 10.881 4.055 0.006 0.018 -0.002
Si 13.621 13.603 4.017 -0.002 0.01 -0.012
Si 1.357 14.9 16.254 0.004 -0.004 -0.021
Si 4.111 1.374 16.293 0.002 0.01 -0.008
Si 1.369 4.09 16.302 -0.011 0.007 -0.012
Si 4.09 6.812 16.348 0.012 -0.002 0
Si 1.351 9.504 16.351 -0.018 0.002 0.001
Si 4.091 12.232 16.336 -0.003 0.022 -0.008
Si 6.789 14.95 16.343 -0.011 0 -0.006
Si 9.519 1.367 16.319 0.02 -0.011 -0.005
Si 6.827 4.113 16.327 0.01 0.009 -0.005
Si 9.523 6.816 16.344 -0.013 0.002 -0.002
Si 6.79 9.521 16.343 -0.01 -0.002 -0.006
Si 9.495 12.23 16.32 -0.003 0.012 -0.003
Si 12.229 14.977 16.251 0.005 -0.024 -0.024
Si 14.952 1.373 16.263 0.021 -0.005 -0.01
Si 12.232 4.107 16.32 0.008 -0.001 0
Si 14.95 6.801 16.334 0.011 -0.006 -0.005
Si 12.222 9.493 16.346 -0.004 -0.008 0.006
Si 14.981 12.216 16.279 -0.023 0 -0.017
Si 2.741 16.26 17.543 0.004 -0.008 -0.011
Si 5.471 2.75 17.666 -0.01 -0.015 -0.009
Si 2.736 5.427 17.684 -0.01 0 -0.014
Si 5.432 8.186 17.731 0.004 -0.012 0.005
Si 2.71 10.89 17.69 0.01 -0.007 -0.019
Si 5.472 13.551 17.727 -0.002 0.004 0.013
Si 8.13 16.349 17.68 -0.025 -0.006 -0.002
Si 10.892 2.726 17.669 -0.02 -0.007 0.015
Si 8.169 5.478 17.719 -0.007 -0.002 0.019
Si 10.856 8.155 17.755 0.004 0.02 -0.002
Si 8.153 10.863 17.712 0.009 0.006 -0.012
Si 10.847 13.655 17.601 0.009 -0.005 -0.002
Si 13.613 16.306 17.598 -0.008 0.006 -0.001
Si 16.29 2.745 17.621 0.001 -0.004 0.013
Si 13.574 5.471 17.705 0.009 -0.004 0.011
Si 16.303 8.138 17.719 -0.004 0.005 0.027
Si 13.64 10.851 17.632 0.021 0.024 0.004
Si 16.334 13.553 17.657 0.017 0.004 0.004
Si 1.355 1.29 18.821 -0.013 -0.002 -0.057
Si 4.122 4.088 19.04 -0.004 0.021 -0.002
Si 1.367 6.756 19.051 -0.012 -0.011 -0.015
Si 4.058 9.567 19.079 0.023 0.006 -0.011
Si 1.329 12.19 19.076 -0.019 0.004 -0.013
Si 4.059 14.951 18.975 -0.015 -0.006 -0.032
Si 6.805 1.42 19.064 0.032 -0.005 -0.015
Si 9.543 4.089 19.046 -0.014 0.009 -0.032
Si 6.808 6.851 19.108 0.03 -0.005 -0.023
Si 9.48 9.521 19.12 -0.013 -0.023 -0.001
Si 6.843 12.186 19.141 -0.027 0.017 -0.011
Si 9.492 14.987 19.008 -0.005 -0.008 -0.021
Si 12.291 1.341 18.968 -0.007 0.005 -0.026
Si 14.935 4.095 19.033 0.002 -0.02 -0.01
Si 12.226 6.81 19.129 0.02 -0.018 0.007
Si 14.931 9.499 19.09 -0.013 0.007 -0.043
Si 12.262 12.288 18.848 0.021 0 -0.046
Si 14.966 14.946 18.95 -0.013 -0.004 -0.021
Si 16.334 16.32 20.24 0.01 0.009 0.051
Si 2.727 2.585 20.164 -0.001 -0.014 0.044
Si 16.307 5.416 20.426 0.005 0.011 0.017
Si 2.689 8.177 20.387 -0.003 0.003 0.051
Si 16.322 10.819 20.485 -0.002 -0.019 0.065
Si 2.68 13.601 20.358 0.01 0.017 0.058
Si 5.407 16.349 20.325 -0.016 -0.011 0.062
Si 8.152 2.793 20.449 -0.007 0.009 0.054
Si 5.423 5.48 20.455 -0.002 0.014 0.046
Si 8.146 8.189 20.585 -0.014 0.004 0.059
Si 5.437 10.837 20.531 0.001 0 0.039
Si 8.235 13.604 20.456 -0.004 -0.007 0.043
Si 10.859 16.386 20.3 0.004 0.001 0.042
Si 13.631 2.658 20.378 0.016 0.003 0.042
Si 10.926 5.379 20.47 0.01 -0.021 0.023
Si 13.522 8.207 20.523 0.029 0.021 0.049
Si 10.935 10.985 20.229 0.008 0.021 0.047
Si 13.58 13.605 20.258 -0.003 -0.01 0.061
Si 1.503 15.193 21.612 -0.1 -0.251 -0.752
Si 3.75 1.058 21.631 0.178 0.131 -0.746
Si 1.208 3.693 21.475 -0.063 0.258 -0.703
Si 4.222 7.06 21.739 -0.065 -0.172 -0.701
Si 1.107 9.168 21.82 0.096 0.273 -0.756
Si 4.315 12.563 21.661 -0.306 -0.352 -0.752
Si 6.584 14.797 21.591 0.261 0.218 -0.696
Si 9.784 1.65 21.676 -0.065 -0.088 -0.693
Si 7.021 4.395 21.786 -0.123 -0.179 -0.719
Si 9.346 6.524 21.764 0.086 0.177 -0.723
Si 6.488 9.253 21.974 0.23 0.176 -0.735
Si 9.954 12.533 21.675 -0.319 -0.111 -0.713
Si 12.052 14.83 21.538 0.131 0.122 -0.76
Si 15.284 1.537 21.638 -0.261 -0.088 -0.757
Si 12.115 3.77 21.767 0.097 0.175 -0.721
Si 15.131 7.005 21.739 -0.131 -0.181 -0.751
Si 12.365 9.929 21.728 -0.076 -0.314 -0.696
Si 14.667 12.033 21.607 0.187 0.059 -0.798
Si 10.153 15.757 29.702 0.05 -0.064 0.007
Si 12.057 12.309 26.231 -0.029 -0.016 0.056
Si 7.276 4.982 27.022 0.132 -0.085 -0.016
Si 14.145 7.508 28.636 0.007 -0.036 -0.12
Si 7.38 16.068 31.025 0.055 -0.034 0.125
Si 14.402 14.201 25.768 -0.046 0.09 -0.065
Si 0.856 10.836 27.101 0.037 0.031 -0.057
Si 16.74 6.141 27.797 0.021 -0.03 -0.008
Si 16.466 13.427 23.745 0.035 0.04 -0.106
Si 8.93 1.096 24.558 0.021 0.062 -0.044
Si 3.107 16.111 30.839 -0.001 0.03 0.154
Si 10.187 6.593 24.662 0.101 -0.051 -0.039
Si 1.267 16.154 28.293 0.091 -0.079 -0.045
Si 2.153 2.254 26.461 0.009 0.081 -0.058
Si 14.061 5.088 23.938 -0.037 -0.02 -0.145
Si 14.705 15.155 28.735 -0.048 -0.007 0.075
Si 6.587 6.331 31.865 0 -0.047 0.151
Si 9.828 13.239 27.831 -0.015 0.028 0.029
Si 5.25 1.855 31.113 -0.035 0.009 0.086
Si 3.375 9.616 28.642 -0.02 0 0.067
Si 2.841 5.134 23.729 0.042 0.055 -0.094
Si 6.607 15.518 24.606 0.031 0.023 -0.104
Si 12.614 6.472 26.315 0.001 0.047 0.055
Si 2.997 4.841 27.905 -0.144 -0.002 -0.004
Si 2.372 13.472 27.001 0.073 -0.026 -0.034
Si 8.809 8.618 31.824 0.03 -0.061 0.137
Si 15.399 10.181 29.39 0.087 0.024 0.108
Si 12.683 3.169 30.021 -0.03 0.011 0.095
Si 5.616 3.893 24.601 -0.007 0.083 -0.101
Si 10.492 10.65 23.996 0.055 0.118 -0.19
Si 13.541 16.512 23.81 0.012 0.011 -0.059
Si 5.578 4.593 29.543 0.074 -0.014 -0.035
Si 2.863 12.28 24.43 0.008 0.139 -0.031
Si 4.464 1.287 24.623 -0.009 0.015 -0.118
Si 2.788 7.487 26.781 -0.019 -0.023 0.007
Si 9.704 3.75 25.655 -0.054 -0.075 0.081
Si 17.106 6.238 31.959 -0.014 -0.002 0.014
Si 11.6 1.442 25.594 -0.072 0.173 -0.034
Si 8.061 7.791 26.625 0.005 -0.029 0.011
Si 5.272 13.918 30.918 -0.039 0.054 0.129
Si 11.372 10.96 28.745 0.005 0.05 -0.031
Si 9.988 8.369 29.032 0.056 -0.185 0.104
Si 11.754 5.886 29.08 -0.01 -0.009 -0.022
Si 11.658 0.788 31.9 -0.045 0.011 -0.029
Si 14.948 4.105 31.759 0.047 0.048 0.195
Si 12.394 0.818 28.316 0.024 -0.095 0.086
Si 4.835 12.222 28.432 -0.049 0.084 -0.065
Si 14.752 12.875 30.957 0.109 -0.021 0.039
Si 16.675 4.475 25.285 0.012 0.016 -0.014
Si 12.097 11.879 31.735 -0.054 -0.041 0.103
Si 1.613 9.009 30.962 -0.017 -0.059 0.183
Si 2.08 9.607 24.831 -0.054 -0.088 -0.139
Si 7.115 12.878 26.295 0.133 -0.075 -0.023
Si 7.699 10.074 24.85 -0.045 0 -0.093
Si 1.387 14.92 5.391 0.019 -0.002 0.004
Si 4.053 1.327 5.479 0.001 0 0.02
Si 1.361 4.064 5.479 0 -0.009 0.011
Si 4.09 6.826 5.446 -0.01 0.002 0.01
Si 1.366 9.552 5.4 -0.012 -0.005 0.009
Si 4.064 12.233 5.37 0.002 0.01 0.006
Si 6.788 14.932 5.438 0.009 -0.002 0.011
Si 9.531 1.346 5.46 -0.004 0.004 0.013
Si 6.822 4.081 5.471 0 -0.009 0.006
Si 9.48 6.81 5.481 -0.005 -0.004 0.008
Si 6.778 9.52 5.397 -0.002 -0.004 -0.003
Si 9.524 12.223 5.433 0.01 -0.005 0.012
Si 12.278 14.952 5.423 0.003 -0.005 0.005
Si 14.959 1.337 5.444 0.008 0 0.004
Si 12.244 4.079 5.484 -0.005 0.004 0.014
Si 14.949 6.83 5.462 -0.013 0.008 0.008
Si 12.239 9.557 5.455 -0.001 0.002 0.003
Si 14.979 12.266 5.402 -0.004 0.004 0.005
Si 2.701 16.28 6.81 0.007 0.004 0.002
Si 5.44 2.708 6.801 -0.006 -0.01 -0.004
Si 2.73 5.448 6.8 -0.002 -0.001 0.001
Si 5.444 8.178 6.804 -0.006 -0.003 -0.002
Si 2.722 10.894 6.773 0 0.002 -0.001
Si 5.423 13.57 6.776 0.005 0.004 -0.001
Si 8.15 16.306 6.796 -0.006 0.002 0
Si 10.882 2.709 6.827 0.007 0 -0.003
Si 8.149 5.445 6.848 -0.001 0.009 -0.001
Si 10.878 8.173 6.801 0.004 -0.006 -0.003
Si 8.151 10.864 6.776 -0.001 0.007 0.001
Si 10.892 13.598 6.777 0.002 0.004 0
Si 13.61 16.306 6.812 -0.006 -0.003 0.001
Si 16.315 2.698 6.815 0.01 -0.002 0.005
Si 13.597 5.459 6.822 -0.002 0.003 -0.001
Si 16.335 8.188 6.787 0.002 -0.002 -0.002
Si 13.618 10.91 6.788 0 0.003 -0.001
Si 16.333 13.603 6.782 -0.007 0 -0.003
Si 1.354 1.337 8.171 -0.018 -0.016 0.001
Si 4.083 4.078 8.159 -0.001 0.001 -0.008
Si 1.365 6.812 8.149 0.012 0.007 -0.003
Si 4.076 9.536 8.15 0.009 0 0.001
Si 1.361 12.239 8.146 -0.001 0.007 -0.003
Si 4.083 14.938 8.156 -0.003 0.002 -0.005
Si 6.801 1.354 8.16 0.012 0.011 -0.002
Si 9.525 4.08 8.18 0.006 0.005 0
Si 6.784 6.811 8.181 -0.003 -0.009 0.004
Si 9.511 9.523 8.157 -0.01 -0.009 -0.008
Si 6.795 12.225 8.14 -0.01 -0.007 -0.002
Si 9.523 14.949 8.145 0.001 -0.003 -0.004
Si 12.245 1.346 8.171 -0.002 -0.003 -0.003
Si 14.963 4.082 8.162 -0.001 -0.006 -0.01
Si 12.231 6.814 8.169 0 -0.005 0.005
Si 14.965 9.534 8.148 -0.005 -0.002 -0.004
Si 12.248 12.251 8.154 0.006 0.01 -0.003
Si 14.976 14.953 8.162 0.007 0.013 0.001
Si 16.319 16.311 9.536 -0.004 0.004 0.006
Si 2.721 2.714 9.514 -0.001 -0.005 -0.006
Si 16.327 5.446 9.513 -0.001 -0.005 -0.004
Si 2.724 8.165 9.511 -0.004 -0.004 0
Si 16.323 10.883 9.514 0.005 -0.001 -0.001
Si 2.72 13.589 9.517 0.003 0.001 -0.002
Si 5.439 16.311 9.512 0.001 -0.004 -0.005
Si 8.156 2.717 9.524 -0.006 -0.004 -0.001
Si 5.431 5.44 9.53 -0.006 0.003 0.004
Si 8.157 8.166 9.528 0.005 -0.006 0.005
Si 5.443 10.878 9.516 0.004 0.004 0.001
Si 8.158 13.59 9.501 0.006 0.001 -0.007
Si 10.876 16.308 9.518 -0.004 0.004 -0.002
Si 13.602 2.72 9.52 -0.003 0.003 0.001
Si 10.88 5.45 9.529 0.004 -0.002 0.004
Si 13.604 8.173 9.513 -0.003 -0.003 -0.001
Si 10.88 10.885 9.508 0.003 0.002 -0.005
Si 13.606 13.6 9.522 0.001 0.008 0.001
Si 1.366 14.949 10.882 0 0.007 -0.002
Si 4.085 1.358 10.875 0 -0.002 -0.002
Si 1.365 4.082 10.876 0 -0.002 -0.002
Si 4.076 6.806 10.884 -0.004 -0.003 0
Si 1.358 9.515 10.871 0.005 0.002 -0.003
Si 4.084 12.234 10.874 -0.002 0.001 -0.001
Si 6.803 14.953 10.867 -0.001 0.005 0
Si 9.518 1.356 10.875 0.006 0.005 0
Si 6.799 4.081 10.884 0.011 -0.001 0.003
Si 9.516 6.806 10.887 -0.001 -0.006 0.004
Si 6.797 9.523 10.887 -0.009 0.001 0.001
Si 9.516 12.237 10.873 -0.003 0.005 0
Si 12.237 14.955 10.881 0.002 0.002 0
Si 14.959 1.362 10.884 0.005 -0.004 -0.001
Si 12.244 4.087 10.875 -0.003 -0.004 -0.002
Si 14.962 6.805 10.869 -0.004 -0.001 0.001
Si 12.237 9.524 10.873 0.002 -0.008 -0.001
Si 14.962 12.234 10.879 -0.003 0.001 0.001
Si 2.727 16.316 12.232 -0.001 -0.006 -0.003
Si 5.442 2.719 12.244 -0.005 0 0
Si 2.718 5.446 12.243 0.005 0.002 -0.001
Si 5.439 8.161 12.248 0.003 -0.007 0.002
Si 2.731 10.861 12.224 -0.006 0.003 -0.002
Si 5.444 13.596 12.23 -0.004 0.001 -0.002
Si 8.159 16.316 12.231 0.003 0.002 -0.002
Si 10.873 2.734 12.223 0.007 0.001 -0.001
Si 8.155 5.447 12.245 -0.002 -0.002 0.004
Si 10.877 8.167 12.241 0.003 -0.002 0.001
Si 8.159 10.883 12.245 0.003 0 -0.001
Si 10.875 13.591 12.24 0 0.001 -0.003
Si 13.591 16.324 12.235 -0.003 0.007 0.004
Si 16.324 2.724 12.239 -0.009 -0.004 0.001
Si 13.603 5.448 12.232 -0.001 -0.008 0.001
Si 16.319 8.159 12.237 0.006 0.001 0
Si 13.598 10.874 12.239 -0.002 0.003 0
Si 16.326 13.587 12.238 0.006 0.008 0.004
Si 1.369 1.356 13.59 0.01 0 -0.001
Si 4.089 4.093 13.601 -0.003 -0.002 0.008
Si 1.36 6.808 13.604 -0.01 -0.004 0.004
Si 4.076 9.514 13.611 -0.002 0.003 -0.001
Si 1.376 12.212 13.579 0.016 -0.012 -0.002
Si 4.09 14.958 13.589 -0.008 0.007 0.001
Si 6.812 1.361 13.6 0.004 -0.008 0.009
Si 9.522 4.09 13.597 0.005 -0.008 -0.001
Si 6.803 6.809 13.61 -0.003 -0.001 0.002
Si 9.515 9.521 13.608 -0.002 -0.001 0.006
Si 6.791 12.239 13.603 -0.009 0.016 0
Si 9.508 14.953 13.594 0.014 0.003 0.003
Si 12.229 1.381 13.579 -0.012 0.006 -0.004
Si 14.964 4.093 13.593 0.003 -0.003 0.003
Si 12.237 6.802 13.594 0.001 0 -0.001
Si 14.952 9.509 13.602 -0.002 0.003 0.004
Si 12.232 12.224 13.6 0.005 -0.002 0
Si 14.955 14.954 13.58 -0.004 -0.001 0.004
Si 16.32 16.309 14.933 -0.003 -0.002 -0.001
Si 2.728 2.724 14.946 -0.004 0 0.003
Si 16.318 5.454 14.962 0.002 -0.004 0.001
Si 2.719 8.157 14.981 -0.001 -0.006 0.007
Si 16.341 10.855 14.943 0.01 0.01 0
Si 2.744 13.566 14.927 -0.003 -0.004 -0.003
Si 5.455 16.312 14.951 -0.004 -0.008 0.004
Si 8.168 2.735 14.96 -0.003 0 0.007
Si 5.445 5.455 14.973 0.003 0 0
Si 8.158 8.168 14.98 0.002 -0.001 -0.003
Si 5.438 10.872 14.968 -0.002 0.001 0
Si 8.145 13.599 14.964 -0.004 -0.005 0.002
Si 10.864 16.343 14.924 -0.001 0.001 0.005
Si 13.583 2.744 14.938 -0.006 0.001 0.003
Si 10.871 5.458 14.962 0.004 0.002 0.004
Si 13.586 8.152 14.968 -0.001 -0.004 0.006
Si 10.875 10.869 14.978 0.001 0.006 0.002
Si 13.602 13.586 14.939 -0.001 0.01 -0.004
O 14.785 0.849 23.026 0.378 -0.258 0.388
O 7.721 16.366 32.576 -0.12 0.362 -0.071
O 8.172 5.475 22.235 -0.115 0.072 0.403
O 3.33 5.962 26.763 0.494 -0.16 -0.537
O 2.769 8.237 25.349 0.244 -0.198 -0.4
O 15.536 2.826 32.565 -0.202 -0.018 -0.334
O 12.719 15.557 22.814 -0.119 -0.113 0.224
O 11.851 5.617 27.475 -0.042 -0.569 -0.33
O 11.829 6.28 33.469 -0.003 -0.102 -0.586
O 3.768 1.27 30.832 -0.373 0.367 -0.312
O 3.665 3.638 33.531 -0.073 -0.1 -0.361
O 13.269 12.983 31.601 -0.178 0.692 0.019
O 10.921 2.722 22.217 -0.082 0.082 0.474
O 3.686 8.766 33.506 0.129 0.013 -0.188
O 1.57 1.221 27.541 0.018 0.079 0.077
O 6.445 11.639 33.395 -0.093 -0.124 -0.453
O 13.837 4.799 32.707 -0.185 0.08 -0.102
O 12.92 16.514 32.692 0.351 0.212 -0.381
O 7.274 5.096 32.642 -0.218 -0.259 -0.258
O 10.472 6.845 29.35 -0.19 -0.24 0.42
O 5.476 13.659 21.89 0.001 -0.154 0.16
O 12.468 0.712 26.727 0.219 -0.114 -0.085
O 1.814 14.929 27.387 0.111 0.089 -0.405
O 3.362 6.48 23.005 -0.311 0.322 0.443
O 16.277 8.071 22.211 -0.062 -0.023 0.45
O 9.091 0.924 22.957 -0.083 -0.576 -0.136
O 6.341 3.869 23.16 -0.191 -0.153 0.032
O 0.746 14.716 22.977 -0.166 0.318 0.282
O 8.888 7.096 25.435 -0.288 -0.163 -0.333
O 3.112 10.832 25.116 0.619 -0.136 0.539
O 4.104 4.459 24.458 -0.082 -0.151 0.186
O 9.971 11.723 28.405 -0.698 -0.138 0.253
O 14.02 15.582 25.029 0.107 0.118 0.467
O 14.444 6.413 23.091 -0.083 0.359 0.41
O 8.265 9.945 32.562 0.274 0.378 -0.341
O 2.082 10.257 27.95 -0.018 0.122 0.16
O 11.743 11.363 30.258 0.033 -0.006 0.044
O 10.285 16.882 25.26 0.012 -0.775 -0.023
O 15.83 12.9 32.191 0.496 -0.302 -0.147
O 10.531 1.328 32.905 -0.392 -0.361 -0.031
O 11.451 9.706 23.077 -0.136 -0.455 0.34
O 15.802 10.648 27.901 -0.425 -0.129 -0.564
O 3.858 12.301 23.189 0.188 -0.132 0.509
O 5.477 1.931 32.709 0.416 -0.435 0.162
O 1.996 5.469 32.694 0.167 0.128 -0.383
O 14.306 8.999 29.229 -0.401 0.051 -0.002
O 15.441 4.284 24.248 0.139 -0.594 -0.008
O 6.144 5.828 30.41 0.142 0.401 -0.242
O 17.168 0.968 33.416 -0.141 0.088 -0.195
O 4.199 15.007 30.415 0.112 0.082 -0.219
O 6.465 4.759 25.646 0.024 0.392 -0.092
O 15.253 12.797 22.907 -0.338 0.165 0.424
O 1.34 12.355 23.875 -0.194 -0.448 -0.068
O 4.087 4.957 29.065 -0.112 0.315 0.094
O 11.71 4.468 29.862 -0.562 -0.001 0.082
O 15.998 16.084 28.531 -0.201 0.454 -0.237
O 7.641 7.527 31.745 0.035 -0.045 0.038
O 1.433 7.388 31.022 0.24 -0.154 -0.327
O 6.99 15.359 23.05 0.51 0.152 -0.131
O 3.46 13 28.092 -0.006 0.277 0.175
O 9.059 3.438 33.545 0.143 0.208 -0.566
O 1.676 9.82 32.376 -0.498 0.178 -0.093
O 5.507 2.39 25.179 0.524 -0.094 0.265
O 9.692 11.742 23.08 -0.313 0.021 0.32
O 16.174 7.037 32.983 0.088 -0.288 0.046
O 11.387 11.332 25.14 0.251 -0.214 0.235
O 14.462 14.355 27.364 -0.193 -0.307 -0.02
O 8.761 2.686 24.863 -0.538 0.125 0.016
O 6.741 14.586 30.963 0.316 -0.278 0.002
O 5.347 8.116 22.316 0.19 -0.108 0.525
O 4.816 13.401 32.381 -0.62 -0.099 -0.095
O 2.245 4.103 22.651 0.108 -0.086 0.223
O 4.278 1.644 23.05 0.186 0.632 -0.056
O 3.07 13.461 25.521 0.378 0.487 -0.349
O 10.999 13.716 22.103 -0.132 0.068 0.37
O 13.555 10.97 22.165 -0.012 0.096 0.294
O 5.12 16.14 24.8 -0.527 -0.18 0.219
O 14.504 8.977 33.53 0.154 0.149 -0.346
O 12.604 1.416 24.321 0.055 0.516 -0.195
O 5.464 3.291 30.463 0.161 0.081 -0.06
O 11.51 7.206 25.379 0.021 0.495 0.008
O 10.207 4.969 24.719 0.002 -0.312 -0.509
O 11.052 2.91 26.051 0.488 0.416 0.142
O 10.107 7.045 23.114 0.395 0.204 0.127
O 0.761 10.016 25.697 -0.532 -0.266 -0.19
O 2.995 9.295 30.176 0.569 0.155 0.298
O 15.543 6.686 28.716 0.189 -0.201 0.298
O 13.409 16.092 29.028 -0.1 0.047 0.44
O 12.424 11.467 27.598 0.425 -0.093 0.226
O 9.263 8.987 30.331 -0.338 0.486 0.024
O 1.143 12.419 26.944 -0.359 0.084 -0.211
O 1.788 9.552 23.248 0.34 0.24 0.083
O 15.858 13.811 25.181 0.38 -0.108 0.274
O 6.982 9.871 23.403 0.109 0.072 0.099
O 1.52 5.178 28.524 0.007 -0.099 0.352
O 5.343 12.705 29.878 0.131 -0.279 0.238
O 16.435 2.622 22.059 -0.141 -0.001 0.435
O 0.951 3.02 25.68 -0.295 -0.513 -0.209
O 10.974 13.438 26.693 0.065 0.465 -0.309
O 14.176 3.622 30.431 0.22 0.234 -0.282
O 7.229 6.582 27.299 -0.471 0.211 0.243
O 13.078 6.699 29.544 0.101 -0.087 0.68
O 7.709 16.566 25.16 0.08 0.218 0.436
O 1.242 7.445 27.29 -0.243 0.68 -0.264
O 12.969 4.253 23.08 -0.099 -0.218 0.373
O 3.732 8.269 27.832 0.544 -0.334 -0.014
O 10.105 14.288 29.035 0.284 -0.072 0.182
O 14.527 14.639 33.54 -0.144 0.14 -0.339
O 5.914 12.52 27.291 -0.039 -0.189 -0.211
O 10.853 12.574 32.508 -0.267 -0.009 -0.395
O 14.964 14.113 29.943 0.215 0.081 0.001
O 1.562 5.405 24.692 -0.019 0.41 0.235
O 2.644 16.259 22.081 -0.079 0.103 0.09
O 5.316 6.877 32.698 -0.339 -0.213 -0.225
O 13.435 5.479 25.36 0.085 -0.405 0.11
O 10.074 8.027 32.632 0.072 0.109 -0.087
O 6.673 14.097 25.341 -0.294 -0.092 -0.138
O 11.048 15.87 31.051 0.038 -0.248 0.379
O 9.298 9.81 24.685 0.176 -0.562 0.418
O 3.036 3.373 27.239 0.398 0.024 0.319
O 12.779 2.351 28.641 0.132 0.227 -0.413
O 16.134 5.115 31.306 0.271 -0.198 -0.239
O 8.788 4.369 26.859 0.248 0.156 0.28
O 13.591 7.514 27.094 -0.016 0.537 -0.333
O 12.1 2.105 31.084 -0.129 0.247 -0.023
O 2.582 15.718 32.321 0.016 -0.257 -0.239
O 14.83 11.457 30.19 0.016 -0.199 -0.253
O 16.119 5.282 26.573 -0.656 -0.101 -0.055
O 7.449 11.577 25.392 0.063 0.154 0.016
O 8.372 13.391 27.174 0.04 0.553 0.161
O 6.338 0.847 30.498 0.147 -0.038 -0.398
O 8.997 8.413 27.772 -0.039 0.425 0.18
O 10.85 16.817 28.702 -0.308 0.401 -0.344
O 8.651 16.186 30.055 -0.242 0.412 -0.219
O 6.55 4.288 28.286 0.103 -0.581 0.068
O 13.322 13.016 25.527 0.147 -0.141 -0.576
O 9.169 14.407 33.45 -0.244 0.19 -0.427
O 4.61 10.631 28.544 0.392 -0.202 -0.071
O 3.069 1.42 25.42 -0.251 -0.524 -0.142
O 12.635 10.619 32.603 -0.257 -0.267 -0.319
O 11.226 9.35 28.665 0.492 -0.023 0.007
O 16.669 9.607 30.18 -0.032 -0.191 -0.023
O 7.186 8.977 25.94 -0.793 -0.1 0.228
O 1.928 16.105 29.758 -0.446 0.112 0.02

Results
total energy: -101657.708 eV
total energy less fixed offsets of O -438.35, Si -107.03 eV per atom: -4.508 eV
